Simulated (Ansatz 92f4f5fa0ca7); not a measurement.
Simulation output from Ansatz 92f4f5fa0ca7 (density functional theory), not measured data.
Periodic cell of 288 atoms, Si196O92, from a study of silicon, its oxide and their interface. The atomic structure is a simulated model.
Doubt: the cutoff is far below the 930 eV that the study's wrapper takes by default for these files, so forces and energies are approximate.

Settings
functional: PBE
potential files: Ansatz PAW
basis: plane waves
wave-function cutoff: 580 eV
density cutoff ratio: 5
exchange-correlation grid ratio: 1
k mesh: 1 x 1 x 1, Gamma-centred
self-consistency stop: 5e-08 eV per atom in the density residual
occupations: fixed
spin: none
net charge: 0

Cell vectors (angstrom)
a  11.6015  0  0
b  0  10.938  0
c  0  0  40.5766

Atoms and the computed forces on them: element, x, y, z (angstrom), force x, y, z (eV/angstrom)
Si  0  0  0.9665  0.003  0.0517  -0.0011
Si  3.8672  0  0.9665  -0.0003  0.0319  0.0001
Si  7.7343  0  0.9665  -0.0014  0.0635  0.0014
Si  1.9336  1.3673  0.9665  0.0009  -0.0562  -0.0017
Si  5.8008  1.3673  0.9665  -0.0047  -0.0219  0.0091
Si  9.6679  1.3673  0.9665  0.0022  -0.0524  -0.0024
Si  0  5.469  0.9665  0.003  0.0139  -0.0168
Si  3.8672  5.469  0.9665  -0.0012  0.0343  0.0017
Si  7.7343  5.469  0.9665  -0.0007  0.0564  -0.0022
Si  1.9336  6.8362  0.9665  -0.0031  -0.0097  -0.0079
Si  5.8008  6.8362  0.9665  -0.0023  -0.0315  0.0092
Si  9.6679  6.8362  0.9665  0.0037  -0.0393  -0.0048
Si  1.9336  2.7345  39.6095  0.0104  0.0594  -0.0158
Si  5.8008  2.7345  39.6095  0.0109  0.0018  0.0106
Si  9.6679  2.7345  39.6095  0.0072  0.0698  -0.0295
Si  0  4.1018  39.6095  0.0121  -0.0199  0.006
Si  3.8672  4.1018  39.6095  0.006  -0.0091  0.0266
Si  7.7343  4.1018  39.6095  0.0098  -0.0473  0.0093
Si  1.9336  8.2035  39.6095  0.0115  0.0049  0.0063
Si  5.8008  8.2035  39.6095  0.0131  0.0127  0.0163
Si  9.6679  8.2035  39.6095  0.0074  0.0388  -0.0022
Si  0  9.5708  39.6095  0.008  -0.0583  -0.0165
Si  3.8672  9.5708  39.6095  0.0102  -0.0314  -0.0051
Si  7.7343  9.5708  39.6095  0.0088  -0.0549  -0.0067
Si  0  0  4.8337  -0.021  0.0783  0.011
Si  3.8672  0  4.8337  -0.0093  0.0631  -0.0829
Si  7.7343  0  4.8337  -0.0499  0.0572  0.1108
Si  1.9336  1.3673  4.8337  -0.0158  -0.1467  -0.0185
Si  5.8008  1.3673  4.8337  -0.009  -0.0608  0.0158
Si  9.6679  1.3673  4.8337  -0.0694  -0.0932  -0.0402
Si  0  5.469  4.8337  -0.0375  0.0001  -0.2041
Si  3.8672  5.469  4.8337  -0.0231  0.0073  0.0407
Si  7.7343  5.469  4.8337  -0.032  0.0631  0.0617
Si  1.9336  6.8362  4.8337  -0.0303  -0.0316  -0.1861
Si  5.8008  6.8362  4.8337  -0.0147  -0.0984  -0.0266
Si  9.6679  6.8362  4.8337  -0.0474  -0.0436  -0.0699
Si  1.9336  2.7345  2.9001  -0.0099  0.0604  0.0046
Si  5.8008  2.7345  2.9001  -0.0127  0.0327  0.0112
Si  9.6679  2.7345  2.9001  -0.0056  0.0399  -0.0072
Si  0  4.1018  2.9001  -0.0101  0.029  -0.0402
Si  3.8672  4.1018  2.9001  -0.0159  -0.0296  0.0003
Si  7.7343  4.1018  2.9001  -0.006  -0.0576  0.0133
Si  1.9336  8.2035  2.9001  -0.0079  -0.0287  -0.0373
Si  5.8008  8.2035  2.9001  -0.0196  0.0289  -0.0044
Si  9.6679  8.2035  2.9001  -0.001  0.0143  -0.0185
Si  0  9.5708  2.9001  -0.0135  -0.0571  0.0054
Si  3.8672  9.5708  2.9001  -0.0092  -0.0264  -0.0018
Si  7.7343  9.5708  2.9001  -0.0086  -0.0789  0.0308
Si  0.4292  0.0448  29.7664  -0.1314  -0.4344  -0.0178
Si  4.1026  0.11  29.9387  0.1731  -0.1798  -0.2313
Si  7.4476  -0.1249  29.8647  0.1424  0.092  -0.3346
Si  2.2301  1.4551  29.7877  -0.0855  -0.0298  -0.3012
Si  5.8842  1.6047  30.1154  0.1744  0.0484  -0.0619
Si  9.6  1.8777  29.589  0.0772  0.1335  0.0769
Si  0.1895  5.2729  29.9807  0.1827  -0.4576  -0.3079
Si  4.0882  5.4202  29.9973  0.1391  -0.3511  -0.1666
Si  7.9859  5.7083  29.8482  0.0974  -0.0516  0.0033
Si  2.0473  6.6799  29.9661  -0.0415  0.3928  -0.2853
Si  5.9079  6.8484  29.9816  0.1419  0.2497  -0.1123
Si  10.0568  6.8478  29.8877  -0.0893  0.3561  -0.1689
Si  2.047  2.6839  31.8181  -0.0464  0.1872  0.2295
Si  5.9055  2.8837  32.0245  0.0688  0.1281  0.1155
Si  9.6348  2.7667  31.8181  0.0206  0.009  -0.1341
Si  0.061  3.9949  31.8974  0.0287  -0.1854  0.1534
Si  3.9164  4.1487  31.9613  -0.1312  -0.1572  0.0796
Si  7.8462  4.2896  31.8337  -0.2392  -0.0128  0.0931
Si  2.0387  8.1929  31.8418  -0.0016  0.1215  0.0906
Si  5.9007  8.2143  31.9205  -0.0841  0.1093  -0.0772
Si  9.8115  8.2348  31.7975  0.1465  0.0846  0.1035
Si  0.1063  9.6479  31.8006  0.085  0.0301  -0.1733
Si  3.9661  9.6136  31.8569  -0.0854  -0.1144  -0.0108
Si  7.8355  9.5602  31.8475  -0.2314  -0.0681  -0.0459
Si  0.0586  0.0343  33.7698  0.1082  -0.0376  -0.0634
Si  3.9436  0.0083  33.8147  -0.0847  0.072  -0.0532
Si  7.7959  -0.0148  33.7847  0.0984  0.0851  0.0529
Si  2.0089  1.3691  33.7916  0.0343  -0.1039  -0.0423
Si  5.8845  1.3745  33.8442  -0.0169  0.1068  -0.0113
Si  9.7019  1.3767  33.7566  -0.0543  -0.0796  -0.0903
Si  0.0571  5.4608  33.7919  -0.0187  0.084  -0.0827
Si  3.8992  5.4976  33.8708  0.0256  0.1868  -0.0024
Si  7.8078  5.5295  33.8306  0.0291  0.1594  -0.0995
Si  1.9761  6.8673  33.8165  -0.0018  -0.0528  -0.0269
Si  5.8471  6.851  33.8524  -0.0231  -0.0855  -0.0643
Si  9.7498  6.8888  33.776  -0.0091  -0.1401  0.0035
Si  1.9609  2.7328  35.7366  0.0104  0.0762  -0.0394
Si  5.8422  2.7441  35.7613  0.0134  -0.0092  0.0367
Si  9.6979  2.7251  35.7188  0.0218  0.0949  0.0015
Si  0.0262  4.1053  35.7421  0.0096  -0.0488  -0.0852
Si  3.8967  4.0945  35.7675  -0.0257  -0.0465  -0.0779
Si  7.7758  4.1139  35.7383  0.0256  -0.0684  -0.0652
Si  1.9509  8.2252  35.7538  -0.0085  0.0065  -0.0808
Si  5.8349  8.2233  35.7682  -0.0175  0.0376  -0.0544
Si  9.7097  8.2149  35.7421  0.0441  0.059  -0.0709
Si  0.0258  9.6028  35.7215  -0.0221  -0.0072  0.0267
Si  3.8966  9.5768  35.7485  0.0366  -0.0317  -0.0249
Si  7.7747  9.5795  35.7388  -0.0086  -0.0635  -0.0267
Si  0  0  37.6759  0.0241  0.1011  -0.0445
Si  3.8672  0  37.6759  0.0055  0.1001  0.0198
Si  7.7343  0  37.6759  0.0459  0.0862  -0.0107
Si  1.9336  1.3673  37.6759  0.0095  -0.0621  -0.0234
Si  5.8008  1.3673  37.6759  0.0505  -0.0124  0.1079
Si  9.6679  1.3673  37.6759  0.0261  -0.0363  -0.0881
Si  0  5.469  37.6759  0.0108  0.0434  -0.0021
Si  3.8672  5.469  37.6759  0.0322  0.077  0.1036
Si  7.7343  5.469  37.6759  0.0521  0.0734  0.0048
Si  1.9336  6.8362  37.6759  0.0014  0.0109  -0.0127
Si  5.8008  6.8362  37.6759  0.034  -0.0476  0.0622
Si  9.6679  6.8362  37.6759  0.0504  -0.0225  -0.0513
Si  1.901  2.7133  6.7702  0.0137  0.077  0.0425
Si  5.7788  2.7292  6.7702  0.0099  0.0154  0.0363
Si  9.6197  2.7137  6.7697  -0.0592  0.0455  0.037
Si  -0.037  4.0653  6.7162  0.0068  0.0181  0.0579
Si  3.8347  4.0819  6.7626  -0.0144  -0.0211  0.0591
Si  7.7035  4.101  6.7734  -0.0178  -0.0156  0.0221
Si  1.9033  8.2119  6.7339  -0.0087  -0.0374  0.0075
Si  5.7694  8.1932  6.763  0.0124  0.0165  0.0007
Si  9.6313  8.2147  6.7482  -0.0115  0.0251  0.0297
Si  -0.0346  9.5765  6.7704  -0.0201  -0.0709  0.0468
Si  3.8447  9.5607  6.7477  0.0257  -0.0347  0.0422
Si  7.6916  9.5754  6.7883  -0.0389  -0.0963  0.0806
Si  -0.0873  0.0078  8.7101  -0.0782  0.0798  0.0925
Si  3.8432  -0.0047  8.6681  -0.0086  0.1035  0.0198
Si  7.6497  -0.0506  8.7827  -0.0315  0.0146  -0.0159
Si  1.8881  1.3171  8.6948  0.0472  -0.0983  0.1387
Si  5.7568  1.3813  8.7243  0.0403  -0.0325  0.0488
Si  9.561  1.3363  8.7012  -0.0605  -0.0022  0.0467
Si  -0.0525  5.4367  8.6154  -0.0379  0.1327  -0.0731
Si  3.7958  5.4245  8.7138  0.0912  0.0933  -0.0011
Si  7.6833  5.4651  8.7205  -0.0471  0.119  0.1238
Si  1.8798  6.8215  8.6316  0.0483  0.0814  0.065
Si  5.7224  6.8106  8.6875  0.0152  -0.1624  0.072
Si  9.6245  6.8269  8.6545  -0.0232  -0.1487  0.045
Si  1.8635  2.615  10.6731  0.0404  0.3312  -0.1754
Si  5.7529  2.7339  10.6949  0.0565  0.1739  -0.1319
Si  9.5501  2.662  10.6499  -0.1685  -0.0976  -0.0045
Si  -0.0835  3.9272  10.413  -0.0564  -0.1807  0.086
Si  3.7504  4.0802  10.6932  0.1185  -0.1502  -0.0412
Si  7.6616  4.1691  10.7323  0.0423  -0.2444  -0.0888
Si  1.8264  8.3401  10.443  0.0483  0.0349  -0.1016
Si  5.6526  8.1052  10.6613  -0.0037  0.2461  -0.1517
Si  9.591  8.1132  10.6276  -0.1386  0.1138  -0.1863
Si  -0.1383  9.612  10.6655  0.2312  0.021  0.1148
Si  3.8154  9.6499  10.6328  -0.0363  -0.1513  -0.0567
Si  7.6263  9.4371  10.7319  -0.0137  -0.2793  -0.2626
Si  0.2812  -0.2292  12.8177  -0.2764  -0.5702  0.3741
Si  3.8868  0.1343  12.5889  0.1247  -0.154  0.1069
Si  7.6237  -0.2809  12.7335  0.3241  -0.1023  0.5155
Si  1.9422  1.4118  12.7305  0.0973  0.2006  0.4133
Si  5.9076  1.3276  12.617  -0.1525  0.2643  0.2583
Si  9.3026  1.3456  12.6792  -0.0607  0.3914  0.2159
Si  -0.1069  5.3423  12.1946  0.1551  -0.6042  -0.2183
Si  3.523  5.5491  12.566  -0.5261  -0.1605  0.5056
Si  7.5395  5.5431  12.7467  -0.0969  -0.4451  0.394
Si  1.6176  6.9139  12.2187  -0.1295  0.2546  0.1045
Si  5.5389  6.791  12.6421  0.0063  0.3823  0.1919
Si  9.5949  6.6687  12.5013  0.2176  0.3458  0.1906
O  7.4532  4.6777  14.2052  -0.0466  0.2743  -0.4025
O  -12.9998  7.6818  13.7136  0.0259  -0.0504  -0.1855
O  7.7623  9.8289  14.2234  0.0376  0.0476  -0.6219
O  0.5405  20.4463  13.9714  -0.1159  0.2862  -0.2886
O  28.7267  -3.0493  13.9034  0.1434  -0.1806  -0.2761
O  3.0009  4.743  13.9597  0.2824  -0.0207  -0.3273
O  10.6111  0.653  13.3928  0.2342  -0.0878  -0.3561
O  15.0886  8.1037  15.524  0.0466  -0.017  -0.2554
O  1.8609  13.2919  14.1461  -0.0004  -0.2041  -0.3331
O  32.0637  2.5003  13.7838  -0.0577  -0.0019  -0.132
O  6.1757  2.3099  13.9761  -0.1307  -0.1129  -0.2538
O  -7.7453  10.0384  13.8866  -0.0111  0.0841  -0.1789
O  11.139  12.3253  29.381  -0.0901  0.2812  0.0601
O  2.0152  2.3549  28.3881  0.196  -0.1436  0.3426
O  5.5369  7.6406  28.5491  -0.0473  -0.1265  0.1948
O  -16.2117  9.8344  28.6125  -0.0769  0.0039  0.3892
O  10.5323  7.7451  28.5299  -0.2449  -0.2482  0.2632
O  0.2443  4.356  28.5555  -0.1672  0.1427  0.2494
O  1.6659  -3.2933  28.639  0.2179  -0.1596  0.1696
O  4.8504  2.1695  27.2514  -0.0788  -0.0004  0.151
O  -30.3555  -6.5893  28.7406  -0.1555  0.0376  0.3321
O  15.9488  -0.8486  28.5724  -0.1927  0.0156  0.2302
O  11.9498  9.9747  28.4674  0.0843  -0.1221  0.0415
O  8.8348  11.4168  29.2449  0.0429  -0.055  0.2089
Si  11.9211  4.2376  20.1153  -0.0272  -0.0748  0.0851
Si  2.8488  7.9558  17.0001  0.0011  0.0677  0.3183
Si  8.3096  4.3192  27.986  -0.1818  0.3082  0.0935
Si  6.4675  2.4618  23.4015  0.0409  0  -0.0067
Si  11.0198  12.5957  18.4418  0.0345  -0.0972  0.0359
Si  0.8257  5.9309  16.402  -0.0565  0.191  0.5013
Si  8.6295  0.4254  24.3256  -0.0157  0.0538  -0.0382
Si  1.7183  10.5074  18.276  -0.0531  0.1034  0.1534
Si  9.7  5.2598  25.238  0.0989  -0.0535  -0.3278
Si  4.8034  6.5562  18.8181  -0.0859  -0.0139  -0.0016
Si  7.3164  9.772  15.8069  -0.0476  0.1631  0.4324
Si  6.6873  9.9787  20.1748  -0.0225  0.0366  0.0954
Si  0.2956  7.535  25.0286  0.0698  -0.0346  -0.2652
Si  0.491  8.6601  20.354  -0.0224  -0.011  -0.0213
Si  6.0409  10.1789  25.2418  0.1949  0.172  -0.2472
Si  10.155  8.9969  22.8046  0.0005  -0.0012  0.0722
Si  7.5231  3.0802  14.5256  0.1536  -0.2672  0.2787
Si  3.0687  6.6138  23.6497  0.036  -0.0631  0.1007
Si  4.6557  8.9515  14.7787  -0.166  -0.0249  0.2952
Si  -3.0569  1.4279  20.0008  0.0402  0.0401  0.0634
Si  1.09  3.0159  22.9134  -0.0227  -0.0237  -0.0336
Si  0.3526  8.4027  28.0195  0.0336  0.137  -0.0928
Si  7.6286  4.0675  21.1878  -0.0521  -0.1339  0.0737
Si  10.8624  2.3806  25.0714  -0.036  -0.082  -0.2353
Si  2.685  4.1943  25.1528  0.0832  0.0543  -0.2001
Si  11.843  7.8863  13.8998  0.552  0.0513  0.0354
Si  5.5173  3.1555  28.3691  0.0229  -0.2337  -0.3537
Si  5.0852  3.7189  19.4076  0.0262  0.0355  0.0955
Si  8.3619  1.6521  17.0599  0.3005  0.0063  0.2809
Si  7.6762  7.8249  18.2447  0.0487  -0.102  0.1669
Si  5.6045  9.1797  28.0466  0.1071  0.1819  -0.1546
Si  5.6436  8.3009  22.7345  -0.0289  -0.07  -0.0026
Si  4.8259  2.04  25.6441  0.0565  0.1929  -0.3672
Si  3.8821  13.1271  21.6609  0.0278  -0.0181  0.0611
Si  1.6177  3.9543  14.386  -0.1719  0.2445  0.0153
Si  4.4034  0.8039  19.135  -0.1303  -0.0323  0.0929
Si  1.0768  3.3835  27.5344  -0.057  -0.012  -0.4067
Si  8.2037  6.5521  22.7222  -0.0367  0.0436  -0.0011
Si  2.5116  6.2432  20.79  -0.0429  -0.0418  0.0309
Si  10.4938  6.4998  18.7346  -0.0223  0.0602  0.1383
O  5.6573  9.1431  26.4245  -0.0816  -0.1275  0.2927
O  0.2924  26.2799  13.5247  0.0666  0.0176  -0.0954
O  9.7542  1.1935  25.2282  -0.0189  0.0384  0.0802
O  4.1724  3.545  20.7769  0.0057  0.0602  -0.0981
O  7.7194  9.0512  19.3207  0.0174  -0.0005  -0.0853
O  5.9877  9.447  23.8121  -0.0068  0.0788  0.1273
O  1.3048  9.9334  19.7445  0.0162  -0.0145  0.021
O  6.091  2.8187  24.9455  -0.0255  -0.0278  0.1393
O  12.103  8.3513  26.4095  -0.0285  0.0583  0.3292
O  5.8825  9.0741  21.2924  -0.0015  0.0474  -0.0042
O  7.6015  -0.2637  25.4036  -0.1384  -0.0614  0.0652
O  5.5827  10.6172  19.146  -0.0171  0.0174  -0.0696
O  9.0925  7.8573  22.3322  -0.0021  -0.0498  -0.0137
O  7.9601  0.1685  16.5069  -0.0864  -0.1821  -0.2142
O  8.977  5.0926  26.6999  -0.0209  -0.0853  0.2937
O  17.2697  9.731  15.8066  -0.0413  0.0764  -0.1269
O  11.1048  5.9041  17.3426  0.1618  -0.0654  -0.2228
O  2.6662  5.7524  22.3248  0.0467  -0.0074  0.0133
O  4.0308  6.5938  20.2727  0.0223  -0.0075  -0.0937
O  11.1569  9.2538  21.5476  0.0209  0.038  -0.0306
O  4.6465  4.9538  18.4108  0.0054  -0.039  0.0314
O  0.1479  1.9595  23.7436  0.0304  0.055  0.0439
O  3.4749  2.7644  25.0863  0.0524  -0.078  0.0877
O  3.6139  5.4999  24.7491  -0.099  -0.075  0.0151
O  7.7972  1.7746  18.5861  -0.0297  0.0088  -0.1898
O  2.0684  6.5525  17.2545  -0.0923  -0.1035  -0.1507
O  7.6905  2.8114  16.1328  -0.132  0.1586  -0.3166
O  9.3508  10.3272  23.2913  0.0093  -0.0288  -0.0524
O  1.8605  9.228  17.2744  0.0509  -0.0996  -0.1571
O  6.3805  6.9159  18.6621  -0.0459  0.0098  -0.0496
O  10.0854  3.7711  24.7032  -0.0488  0.1086  0.1029
O  1.2277  4.421  15.9161  0.0818  -0.1514  -0.2766
O  7.7499  8.4547  16.7153  -0.0314  0.0715  -0.1577
O  13.3406  5.0631  19.9353  0.0511  0.0261  -0.0376
O  7.7314  1.436  23.4004  -0.0271  -0.0142  0.0165
O  6.8055  3.8222  27.5963  -0.0956  -0.149  0.026
O  2.444  2.2876  22.3895  0.0187  -0.0374  -0.022
O  4.951  2.2756  18.6293  0.0367  0.0396  -0.0057
O  4.9478  0.4612  25.2569  -0.054  -0.0243  0.0892
O  0.129  2.5628  26.4503  0.0406  0.0654  0.3613
O  11.1939  7.902  19.2106  0.0172  -0.0088  -0.0262
O  10.0971  11.9321  19.6528  -0.0216  -0.007  -0.0087
O  8.6835  5.9387  24.1581  -0.0122  -0.0087  0.0557
O  3.1592  11.2659  18.2083  0.0746  0.018  -0.0338
O  1.6004  7.5928  20.8777  -0.0081  0.0166  -0.0431
O  4.1527  7.7414  23.1555  0.0458  0.0227  -0.0156
O  4.1084  7.7911  18.0103  0.0152  0.0111  -0.0679
O  9.1823  3.0148  28.4823  0.1792  -0.031  -0.0085
O  11.0632  6.1606  25.3408  -0.0529  -0.0673  0.1127
O  1.7484  7.3028  24.3197  -0.0849  0.0499  0.1078
O  0.1646  3.0039  19.0359  0.0031  0.0216  -0.0374
O  0.2683  3.6614  21.6515  0.0038  -0.0028  0.0025
O  6.5861  4.1177  19.9353  -0.0326  0.0077  -0.0506
O  6.6446  7.0198  22.8417  0.0184  -0.0327  -0.016
O  7.6453  11.2048  20.7461  0.001  -0.0351  -0.0189
O  9.9964  1.9095  17.1718  -0.1679  0.0209  -0.0104
O  0.5487  0.6298  17.8641  0.0079  -0.009  0.0155
O  3.819  0.9161  20.6547  0.0124  -0.0097  -0.0348
O  8.3639  5.4937  21.4743  0.0123  -0.0009  -0.0088
O  12.2374  7.0301  15.2207  -0.1796  0.0954  0.0527
O  5.1203  1.8674  22.6788  -0.0283  0.002  -0.0106
O  1.4703  4.1211  24.0585  0.0316  0.0437  0.0551
O  8.6346  2.8074  20.8871  -0.0095  0.0182  -0.0239
O  -0.89  5.3196  19.86  0.0099  0.0272  -0.022
O  8.9326  6.8173  18.4549  -0.048  0.0182  -0.0347
O  6.8668  3.8088  22.6068  -0.0362  -0.0115  0.0229
O  11.0191  8.4807  24.0627  0.0076  -0.0194  0.0799
O  2.0485  4.3656  26.6397  -0.0224  0.0697  0.2474

Results
free energy: -176917.497 eV
free energy less fixed offsets of O -568.88, Si -635.61 eV per atom: -0.977 eV

The program warned: the cutoff lies below the one the program advises for these potential files; the exchange-correlation potential is rough where the density is thin.
